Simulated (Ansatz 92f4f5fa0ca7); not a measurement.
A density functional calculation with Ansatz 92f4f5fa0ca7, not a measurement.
Periodic cell of 255 atoms, Si165O90, from a study of silicon, its oxide and their interface. The atomic structure is a simulated model.
Doubt: the cutoff is far below the 930 eV that the study's wrapper takes by default for these files, so forces and energies are approximate.
This geometry differs little from another in the collection (a relaxation step or a small displacement).

Settings
functional: PBE
potential files: Ansatz PAW
basis: plane waves
wave-function cutoff: 580 eV
density cutoff ratio: 5
exchange-correlation grid ratio: 1
k mesh: 1 x 1 x 1, Gamma-centred
self-consistency stop: 5e-08 eV per atom in the density residual
occupations: fixed
spin: none
net charge: 0

Cell vectors (angstrom)
a	10.938	0	0
b	0	10.938	0
c	0	0	37.7046

Atoms: element, x, y, z (angstrom)
Si	0	0	0.683
Si	5.469	0	0.683
Si	2.7345	2.7345	0.683
Si	8.2035	2.7345	0.683
Si	0	5.469	0.683
Si	5.469	5.469	0.683
Si	2.7345	8.2035	0.683
Si	8.2035	8.2035	0.683
Si	1.3673	1.3673	2.0503
Si	6.8362	1.3673	2.0503
Si	4.1018	4.1018	2.0503
Si	9.5708	4.1018	2.0503
Si	1.3673	6.8362	2.0503
Si	6.8362	6.8362	2.0503
Si	4.1018	9.5708	2.0503
Si	9.5708	9.5708	2.0503
Si	2.7345	0	35.6531
Si	8.2035	0	35.6531
Si	0	2.7345	35.6531
Si	5.469	2.7345	35.6531
Si	2.7345	5.469	35.6531
Si	8.2035	5.469	35.6531
Si	0	8.2035	35.6531
Si	5.469	8.2035	35.6531
Si	4.1018	1.3673	37.0203
Si	9.5708	1.3673	37.0203
Si	1.3673	4.1018	37.0203
Si	6.8362	4.1018	37.0203
Si	4.1018	6.8362	37.0203
Si	9.5708	6.8362	37.0203
Si	1.3673	9.5708	37.0203
Si	6.8362	9.5708	37.0203
Si	0.2599	-0.2145	27.3873
Si	5.7268	-0.267	27.6707
Si	2.4446	2.8792	27.4374
Si	7.8156	2.8494	27.5979
Si	0.2233	5.1887	27.3415
Si	5.4325	4.9831	27.4443
Si	2.5438	8.4547	27.5135
Si	7.8713	8.3966	27.6186
Si	1.3125	1.3347	28.8037
Si	6.7908	1.3183	29.0257
Si	3.983	3.9448	28.9121
Si	9.5147	4.0896	28.6984
Si	1.3915	6.7552	28.7097
Si	6.6309	6.729	28.7112
Si	4.0646	9.5661	28.9114
Si	9.531	9.6129	28.7545
Si	2.7048	0.0291	30.2241
Si	8.2481	-0.0211	30.2614
Si	-0.086	2.7139	30.1352
Si	5.3675	2.6514	30.3113
Si	2.7011	5.4461	30.192
Si	8.1343	5.4623	30.0856
Si	-0.025	8.1643	30.071
Si	5.3945	8.1117	30.2013
Si	4.0339	1.3226	31.6711
Si	9.5697	1.369	31.5992
Si	1.3045	4.0756	31.518
Si	6.811	4.0876	31.5288
Si	4.0508	6.7936	31.5943
Si	9.5245	6.8246	31.4735
Si	1.3249	9.5304	31.5048
Si	6.8171	9.5097	31.5336
Si	-0.0014	-0.027	32.9168
Si	5.4593	-0.0576	32.9357
Si	2.6724	2.7426	32.946
Si	8.1758	2.733	32.9237
Si	-0.0496	5.4603	32.8763
Si	5.4603	5.4484	32.9249
Si	2.6895	8.1891	32.9165
Si	8.1949	8.1757	32.902
Si	1.3466	1.3467	34.298
Si	6.8195	1.3478	34.2834
Si	4.0863	4.0902	34.2893
Si	9.5534	4.0972	34.2807
Si	1.3316	6.8132	34.2726
Si	6.8298	6.8238	34.2838
Si	4.0765	9.5401	34.2919
Si	9.5564	9.5547	34.2777
Si	2.7519	0.0057	3.4495
Si	8.2141	0.0168	3.3917
Si	0.0196	2.7585	3.4018
Si	5.4803	2.7375	3.4321
Si	2.7507	5.4791	3.4086
Si	8.1985	5.458	3.4479
Si	0.0218	8.2053	3.4212
Si	5.4667	8.2079	3.4017
Si	4.1446	1.3723	4.8274
Si	9.5751	1.3996	4.7356
Si	1.428	4.0846	4.7723
Si	6.832	4.0806	4.8495
Si	4.1293	6.8258	4.7786
Si	9.6052	6.8301	4.7835
Si	1.3955	9.5489	4.8198
Si	6.8177	9.6135	4.7283
Si	0.0043	0.0609	6.0798
Si	5.5344	0.0185	6.2076
Si	2.8003	2.7574	6.1917
Si	8.2125	2.6681	6.1973
Si	0.067	5.4332	6.1264
Si	5.438	5.4638	6.2012
Si	2.8155	8.1758	6.1888
Si	8.1934	8.2643	6.0323
Si	1.4194	1.3434	7.4729
Si	6.8824	1.3323	7.6969
Si	4.0979	4.1133	7.6792
Si	9.6646	4.0168	7.4651
Si	1.4456	6.7666	7.5149
Si	6.8764	6.9035	7.4034
Si	4.2101	9.5572	7.563
Si	9.4454	9.7342	7.3734
Si	2.8009	-0.0126	8.8539
Si	8.2408	-0.0435	9.1429
Si	0.0472	2.6387	8.8888
Si	5.5638	2.7521	9.0652
Si	2.6529	5.4282	9.1428
Si	8.3068	5.5052	8.6218
Si	-0.0214	8.3378	8.4326
Si	5.6407	8.2417	8.9387
Si	3.8622	1.566	10.2516
Si	9.9885	1.0486	10.3321
Si	1.4496	3.6693	10.4713
Si	6.852	4.5058	10.1204
Si	4.4674	6.6402	10.1355
Si	9.5636	7.0724	9.795
Si	1.1359	9.6691	9.9292
Si	7.2818	9.1459	10.5119
O	3.0639	13.4062	19.1259
O	14.1224	2.1999	26.1021
O	8.6188	7.2726	21.5944
O	8.4696	7.9985	10.628
O	5.1772	0.5161	26.3438
O	4.3895	5.2082	26.1495
O	5.5939	5.4859	10.4957
O	20.8079	19.1925	19.534
O	4.2099	5.1544	13.0996
O	-9.492	11.1391	15.4699
O	7.8294	4.4814	11.4551
O	2.7596	13.633	10.7204
O	7.695	39.9475	18.4558
O	0.1537	-0.1529	10.6585
O	9.6879	1.7119	11.8265
O	6.8086	15.7536	13.8385
O	1.3223	12.9006	23.8663
O	10.5466	27.7854	25.9673
O	17.5859	-8.3611	22.4726
O	-13.2462	17.2806	24.1166
O	7.4825	12.8201	19.8726
O	-5.3454	-4.7707	19.6108
O	-7.9836	10.6658	25.089
O	21.6174	5.8887	20.5982
Si	0.1623	22.765	24.3032
Si	15.1427	1.7384	18.1756
Si	1.8891	25.1192	23.0144
Si	-13.5815	1.9236	24.7534
Si	6.8213	14.8589	23.3355
Si	28.6974	5.7869	18.6367
Si	-6.1295	29.4421	22.9367
Si	-0.4999	35.5955	12.844
Si	27.1906	4.1878	13.7827
Si	-6.245	34.094	13.1424
Si	43.6508	26.1356	20.7978
Si	10.8677	3.2689	17.9459
Si	-7.5026	6.5417	12.8118
Si	36.792	22.8496	25.3597
Si	-4.4006	9.7462	13.6793
Si	3.156	9.0937	24.6709
Si	-17.7872	39.1939	20.1514
Si	29.6268	17.5389	22.769
Si	5.9634	23.3535	20.3275
Si	20.9582	-3.7677	14.0683
Si	15.1673	8.3524	15.0938
Si	-24.6158	26.7652	12.9988
Si	-7.7436	-15.2044	17.4023
Si	-16.8621	4.329	16.8518
Si	14.5077	36.0902	20.4773
Si	-11.7865	7.3899	20.9035
Si	-1.8556	-3.025	18.136
Si	13.9855	0.3667	15.5042
Si	11.1967	-4.839	16.5484
Si	-15.8132	12.1165	23.0905
Si	11.7798	29.142	11.7442
Si	0.4026	19.8166	23.3695
Si	-12.8901	20.6515	15.7072
Si	-1.3602	-3.9128	25.2483
Si	25.9712	4.9872	24.54
Si	-24.4125	14.1398	19.6115
Si	0.1539	23.0483	15.5855
O	3.6516	16.0385	17.3231
O	15.1272	7.3828	21.4363
O	4.0728	28.3173	23.8457
O	-3.6883	5.1137	22.3419
O	-21.4898	34.8487	16.9699
O	10.964	18.8411	12.9754
O	14.1409	18.0487	18.9823
O	21.8094	6.0962	14.9518
O	-3.2307	-11.8641	14.7642
O	-2.5574	12.8048	26.3826
O	-6.0874	25.8254	15.3009
O	-1.1177	-10.7698	15.7232
O	4.2593	-3.361	16.5351
O	3.6492	9.8239	15.3446
O	7.9159	-7.4424	24.4601
O	5.8943	11.3679	21.6311
O	-4.2771	25.8033	27.0488
O	-3.3399	4.5829	19.3714
O	23.8142	6.1772	12.2641
O	6.787	-23.2785	27.0994
O	-25.8749	20.3812	12.1126
O	37.2695	41.7962	23.6804
O	1.3264	25.8867	26.905
O	12.8668	8.544	23.7746
O	14.197	18.4121	14.1221
O	-17.2226	12.2825	23.9122
O	-16.0963	22.1122	13.7024
O	-2.1512	17.3288	13.3145
O	1.6915	-4.1107	16.8173
O	-0.5317	-2.7184	24.528
O	27.0231	13.8314	20.5505
O	0.6913	36.8552	22.2151
O	11.0711	11.4229	25.8939
O	-9.6771	-1.504	27.1635
O	6.3049	27.1527	17.1654
O	-6.7452	18.2877	11.6118
O	-16.2185	-2.4316	14.3105
O	16.1313	13.8561	17.6239
O	9.3915	36.3027	20.8961
O	2.8447	13.6248	21.8127
O	-25.5879	0.7864	24.1836
O	33.0669	15.5053	17.0384
O	6.4329	18.4572	22.9982
O	21.6447	17.3599	10.8282
O	-2.3547	18.6352	26.326
O	24.5973	15.1547	24.06
O	26.1486	22.6517	11.6446
O	31.1699	13.8943	18.2602
O	-5.7802	0.7454	19.0822
O	11.54	25.4796	19.4408
O	31.9056	17.8257	17.3274
O	0.2126	32.3732	23.3565
O	-16.5463	-8.1647	12.976
O	3.286	-13.6762	26.047
O	-18.4568	15.8513	20.4998
O	9.6431	19.3443	15.0238
O	1.6106	-2.4129	11.034
O	11.0142	23.9313	14.1986
O	3.4819	1.3127	14.2368
O	31.5745	12.5814	24.0189
O	-10.8118	8.2355	21.9001
O	8.7355	9.2637	17.2733
O	16.3283	26.0632	24.0183
O	-1.6142	14.7483	13.4483
O	14.4583	11.9006	16.9403
O	22.5182	14.5207	11.9469

Results
free energy: -156076.977 eV
free energy less fixed offsets of O -568.88, Si -635.61 eV per atom: -2.127 eV

Forces (eV/angstrom), in the order of the atoms: element, x, y, z
Si	0.0185	-0.0496	-0.0074
Si	-0.0215	0.0094	0.0179
Si	0.017	-0.04	0.01
Si	-0.0432	-0.0391	0.0011
Si	-0.0715	0.0451	-0.0054
Si	-0.0183	-0.0604	-0.0079
Si	-0.032	0.0195	-0.0093
Si	0.0486	-0.0781	0.0046
Si	0.0997	-0.094	0.0985
Si	-0.0093	0.1339	-0.0927
Si	0.1188	-0.0242	0.0224
Si	-0.0304	0.1377	0.0069
Si	0.0619	-0.0063	-0.07
Si	0.0851	-0.0636	0.082
Si	-0.1219	0.0424	-0.0051
Si	0.1003	-0.0465	-0.0048
Si	0.0182	-0.0271	0.0524
Si	0.0067	-0.0446	-0.0282
Si	-0.1266	-0.0254	-0.0057
Si	-0.0757	-0.0996	-0.0041
Si	-0.0853	0.0399	-0.0481
Si	-0.027	-0.0091	0.0357
Si	-0.0926	-0.0492	-0.0346
Si	-0.027	-0.1149	0.0165
Si	0.0226	-0.0002	0.0097
Si	-0.0028	0.0548	0.0129
Si	0.0111	-0.006	0.0036
Si	0.0503	0.0396	-0.0097
Si	0.0229	0.0383	0.0119
Si	0.0166	0.0377	-0.0055
Si	0.0178	-0.0084	-0.0135
Si	-0.0086	0.0285	0.0069
Si	0.0008	0.0018	-0.0115
Si	-0.0166	0.0222	0.0174
Si	0.0114	0.005	-0.0141
Si	0.0142	-0.0051	0.032
Si	-0.0206	0.0175	0.0249
Si	-0.0098	0.0022	-0.0083
Si	0.0051	-0.0154	0.0106
Si	0.0203	-0.0268	-0.0339
Si	-0.0058	-0.0029	0.0136
Si	0.0005	-0.0002	-0.0119
Si	-0.0108	-0.0071	0.0037
Si	-0.0021	0.0003	-0.0022
Si	-0.0069	0.0026	-0.0025
Si	0.0059	-0.004	0.0043
Si	0.0007	0.0033	-0.004
Si	0.0079	0.0001	0.0021
Si	0.0021	-0.0008	0.0073
Si	-0.0015	0.0096	0.0117
Si	-0.0041	0.0085	-0.0009
Si	-0.002	-0.003	0.0087
Si	0.0012	0.0036	0.0057
Si	0.0067	-0.0031	0.0037
Si	0.0096	-0.0033	-0.0011
Si	-0.0064	0.0026	0.0161
Si	-0.0034	0.0063	-0.0035
Si	0.0018	-0.0102	-0.0016
Si	0.0018	-0.0007	-0.001
Si	0.0005	0.0013	-0.0045
Si	0.0021	-0.0034	-0.0001
Si	-0.0062	0.0025	0.0034
Si	-0.0034	0.001	-0.0069
Si	-0.0022	-0.0002	-0.0056
Si	-0.001	0.0034	-0.0015
Si	0.0002	0.0001	-0.0026
Si	0.001	-0.0026	-0.0014
Si	-0.0023	0.0003	-0.0025
Si	-0.0013	0.0014	-0.0007
Si	-0.0033	0.001	-0.0003
Si	0.0009	-0.0007	-0.0005
Si	0.0038	-0.0014	-0.0001
Si	-0.0004	0.0003	-0.0004
Si	0.0005	-0.0009	0.0013
Si	-0.0006	0.0017	-0.0009
Si	0.0001	-0.0005	0.0018
Si	0.0014	0.0005	0.0017
Si	-0.0003	-0.0009	-0.0008
Si	-0.0002	0.0012	0.0005
Si	0.0005	-0.0002	-0.0013
Si	-0.0002	-0.0023	-0.0015
Si	-0.0018	0.0017	0.0026
Si	-0.003	0.001	0.0007
Si	-0.0004	-0.0004	-0.0009
Si	-0.0025	0.0003	0.0014
Si	0.002	-0.001	-0.0019
Si	0.0002	-0.0033	-0.0012
Si	-0.002	0.0024	0.0023
Si	-0.0053	0.0044	-0.001
Si	0.005	-0.0013	0.0018
Si	0.0001	0.0023	-0.0013
Si	-0.0003	0.0054	-0.0029
Si	0.0043	0.0007	-0.0033
Si	0.0011	0.0013	-0.0014
Si	0.0076	0.0016	-0.0021
Si	0.0011	-0.0028	0.0017
Si	-0.0081	0.0065	-0.0001
Si	0.0032	-0.0031	0.0012
Si	-0.0042	-0.0012	-0.0044
Si	0.0031	-0.0024	0.0036
Si	-0.0027	-0.0032	0.0033
Si	-0.0011	0.0064	-0.0004
Si	-0.0032	-0.0017	0.0027
Si	-0.0047	-0.0001	0.0061
Si	0.0135	-0.0083	-0.0181
Si	0.0052	-0.0041	0.0003
Si	0.0072	-0.0061	0.0023
Si	0.012	-0.0096	0.0024
Si	0.0036	-0.0028	0.0106
Si	0.0002	0.0033	-0.0136
Si	0.0045	-0.0018	-0.0014
Si	0.0107	-0.0132	-0.006
Si	0.0021	0.0013	0.0087
Si	-0.0113	0.0135	-0.0085
Si	-0.0338	0.0131	-0.0092
Si	-0.0038	0.0018	-0.0016
Si	-0.0159	0.0016	-0.0177
Si	0.0049	0.0034	0.0141
Si	-0.0042	0.0122	-0.0098
Si	-0.0132	0.0048	-0.0019
Si	0.0103	-0.0088	-0.026
Si	-0.0039	0.0043	-0.0014
Si	0.0252	0.0253	0.0092
Si	-0.0059	0.0007	-0.0134
Si	0.0038	0.0095	-0.001
Si	0.0073	-0.0033	-0.0143
Si	0.0145	-0.0142	-0.0215
Si	0.0044	-0.0031	0.0185
O	-0.0014	0.0014	-0.0029
O	0.0001	0.0004	0.0055
O	-0.0023	-0.0077	0.0181
O	-0.0103	0.0095	0.0097
O	0.0003	0.0009	-0.0056
O	0.0007	0.0027	-0.0072
O	0.0103	-0.0084	0.0069
O	0.0003	-0.0038	0.0104
O	0.0076	0.0006	0.0036
O	0.0018	-0.0023	-0.0031
O	0.0035	0.0068	0.0086
O	-0.0118	0.0148	0.0106
O	0.0048	0.0029	-0.0053
O	-0.0121	0.0098	0.0177
O	0.0065	0.0083	0.0028
O	-0.0086	-0.0025	0.0103
O	-0.0031	0.0023	-0.0053
O	-0.0212	0.0165	-0.0177
O	0.007	0.0063	0.0019
O	0.023	0.0506	-0.0044
O	0	0.0038	0.0014
O	-0.0024	0.0013	-0.0016
O	-0.0021	-0.0094	-0.002
O	-0.0029	0.0113	0.0016
Si	-0.0018	0.0124	0.0145
Si	0.0018	0.0018	0.0037
Si	0.0056	0.0058	0.0033
Si	0.0059	-0.0072	0.015
Si	-0.007	-0.0003	0.009
Si	0.0037	0.0039	0.0058
Si	-0.0025	-0.0001	0.0008
Si	-0.0057	0.0044	0.0013
Si	-0.0021	0.0008	-0.006
Si	0.0019	-0.0079	-0.0157
Si	-0.0011	-0.0003	-0.0006
Si	-0.0022	-0.0006	0.0087
Si	-0.0117	0.0061	-0.0165
Si	0.0005	0.0004	0.0067
Si	0.0051	0.0049	-0.0047
Si	0.0007	0.0071	0.0154
Si	-0.0003	-0.0024	-0.0016
Si	0.0079	0.0101	0.027
Si	0.0041	0.0035	-0.0062
Si	0.0024	0.0014	-0.0056
Si	-0.0024	-0.0067	0.0028
Si	0.0147	-0.0033	-0.0095
Si	0.0016	-0.0002	0.0045
Si	0.0015	-0.0019	0.0047
Si	-0.0007	0.0028	-0.0031
Si	-0.0045	0.0008	-0.0027
Si	-0.0039	-0.0009	0.002
Si	0.0034	0.0076	0.0096
Si	0.0003	0.0059	0.0027
Si	-0.0131	-0.0068	-0.003
Si	0.014	-0.0113	-0.01
Si	-0.0033	-0.011	0.0105
Si	-0.008	0.0004	0.0064
Si	-0.0512	0.0123	0.0083
Si	-0.0048	-0.0082	0.0111
Si	-0.0021	0.0029	-0.004
Si	-0.0037	0.0136	0.0027
O	0.0022	0.0033	-0.0033
O	0.0035	0.0029	0.0022
O	0.0078	0.0053	-0.0079
O	0.0082	0.0189	0.0026
O	0.0022	-0.0046	-0.0085
O	-0.0076	0.0104	0.0111
O	0.0023	0.0019	-0.0028
O	0.0026	0.0001	0.0044
O	0.004	0.0012	-0.0006
O	0.0005	-0.0032	-0.0182
O	0.0038	0.0002	0.0039
O	0.0045	0.0022	-0.0047
O	-0.0021	0.0033	-0.002
O	0.0039	0.0005	-0.0024
O	-0.0034	0.0105	-0.002
O	-0.0011	-0.0031	0.0017
O	0.0034	0.0013	-0.0258
O	0.0029	-0.0003	-0.0024
O	0.0062	0.0092	0.0092
O	-0.0021	0.003	-0.018
O	-0.002	0.0028	-0.0007
O	-0.0006	-0.0019	-0.0031
O	0.0131	-0.0061	-0.0138
O	-0.0141	0.0027	-0.0068
O	0.0054	0.0067	-0.0013
O	0.0148	0.0052	-0.0147
O	0.0016	0.0001	-0.001
O	0.0034	0.0028	0.0041
O	0.0014	0.001	-0.0016
O	-0.0136	-0.013	-0.0017
O	-0.0019	0.0015	0.003
O	-0.0005	0.0017	-0.0002
O	0.0034	0.0024	-0.0051
O	-0.0035	0.0061	-0.0066
O	-0.0026	0.0006	-0.003
O	-0.0013	-0.0036	0.0121
O	-0.0044	0.0054	0.0031
O	-0.0021	0.006	-0.0036
O	0.0004	0.0018	0.0041
O	0.0035	0.0022	-0.0014
O	0.0002	0.0023	-0.0048
O	0.0019	0.0046	-0.0022
O	0.037	-0.0214	-0.0039
O	0.0034	-0.0087	0.0107
O	0.0352	-0.0266	-0.0449
O	-0.0017	0.0009	-0.006
O	0.006	-0.0022	0.0268
O	0.0017	0.0012	-0.0023
O	-0.0021	-0.0032	-0.0025
O	0.0017	0.003	-0.0009
O	0.0012	0.0036	-0.0029
O	-0.0003	-0.0058	-0.0062
O	0.0007	0.0082	0.0074
O	-0.0004	0.0066	-0.0132
O	0.0002	0.0052	0.0019
O	-0.0009	0.0083	0.003
O	0.0081	-0.0089	0.0141
O	0.0034	-0.007	0.0113
O	-0.0029	0.0009	0.0042
O	-0.0001	0.0027	-0.0058
O	-0.0129	-0.0006	0.0081
O	0.0044	0.0013	-0.005
O	0.0001	0.0054	-0.002
O	-0.001	0.0036	-0.0034
O	0.0008	0.0038	-0.0006
O	-0.0052	-0.0051	-0.0065

The program warned: the cutoff lies below the one the program advises for these potential files; the forces do not sum to zero within the program's tolerance; the exchange-correlation potential is rough where the density is thin.
